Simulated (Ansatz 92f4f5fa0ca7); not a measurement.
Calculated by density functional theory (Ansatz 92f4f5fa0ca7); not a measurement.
Periodic cell of 193 atoms, Si117O76, from a study of silicon, its oxide and their interface. The atomic structure is a simulated model.

Settings: functional r2SCAN; potential files Ansatz norm-conserving; basis plane waves; wave-function cutoff 1300 eV; density cutoff ratio 4; exchange-correlation grid ratio 1; k mesh 2 x 2 x 1, shifted by 0.5 0.5 0.5 of a step; self-consistency stop 5e-08 eV per atom in the density residual; occupations Fermi-Dirac, 0.05 eV; spin none; net charge 0.

Cell vectors (angstrom)
a, 11.5403, 0, 0
b, 0, 11.5403, 0
c, 5.3447, -4.2622, 25.5688

Atoms and the computed forces on them: element, x, y, z (angstrom), force x, y, z (eV/angstrom)
Si, 8.3531, 9.9873, -1.2556, 0.2154, 0.4663, -0.0681
Si, 7.1586, 2.0853, -0.8952, 0.3576, 0.0852, -0.3011
Si, 8.2017, 6.9614, -1.0851, 0.0816, 0.3334, -0.354
Si, 1.5376, 9.7636, -0.4576, -0.6102, 0.0346, -0.6922
Si, 1.0744, 3.4428, -0.3293, -0.4411, -0.1935, 0.0431
Si, 0.1135, 6.7067, 1.5921, -0.1844, -0.0834, -0.1357
Si, 4.6584, 11.4605, 2.8593, 0.0781, 0.0172, 0.1174
Si, 5.0216, 4.1112, -1.156, 0.08, 0.0794, -0.4165
Si, 2.2391, 6.1551, -4.3587, 0.1253, 0.0936, -0.3526
Si, 0.1898, -1.1674, 1.4792, 0.0665, 0.1114, 0.1818
Si, -0.0859, 2.718, 1.5415, 0.2967, 0.0462, -0.0649
Si, 1.9484, 7.4915, 0.2929, 0.111, -0.744, -0.4311
Si, 5.6334, 9.7818, -2.2468, 0.1653, 0.2147, -0.4148
Si, 3.919, 3.856, 0.8502, -0.3414, -0.1339, -0.6429
Si, 4.1011, 7.339, 1.4019, 0.1547, 0.2715, -0.1303
Si, 9.3524, 10.4848, 1.5568, -0.2027, -0.0556, -0.3802
Si, 9.0718, 2.6268, 1.4351, -0.0059, -0.2427, -0.4636
Si, 9.1511, 6.5753, 1.1584, 0.305, -0.0682, 0.347
Si, 0.6738, 0.7941, 2.7424, -0.1453, 0.1277, -0.1574
Si, 0.511, 4.6829, 2.7702, -0.1019, -0.0194, 0.0458
Si, 0.5804, 8.5606, 2.9423, -0.0169, 0.0192, 0.24
Si, 4.7031, 0.8423, 0.7262, 0.4375, -0.1951, 0.7326
Si, 4.4212, 5.2188, 2.5918, 0.1575, 0.1246, 0.6056
Si, 4.5467, 9.0274, 2.9769, 0.0549, 0.0752, -0.0369
Si, 8.5868, 0.7834, 2.801, -0.0138, 0.0112, 0.0437
Si, 8.4769, 4.6666, 2.5, 0.1204, 0.1292, -0.0185
Si, 8.5584, 8.4698, 2.5856, -0.0675, 0.0729, -0.1322
Si, 10.3871, 0.8411, 4.28, 0.0037, -0.0752, 0.0457
Si, 10.1835, 4.6618, 4.1738, 0.1833, 0.103, 0.0533
Si, 10.2148, 8.4817, 4.294, 0.1425, 0.1395, 0.0147
Si, 2.6843, 0.7693, 3.9984, -0.0506, -0.0092, -0.0278
Si, 2.5598, 4.7493, 3.9721, -0.1643, 0.0468, 0.0805
Si, 2.5919, 8.6169, 4.1965, -0.3589, -0.1067, -0.0036
Si, 6.5825, 0.6813, 4.0434, 0.1296, -0.0189, 0.0365
Si, 6.4723, 4.7098, 3.8105, -0.1205, 0.0659, 0.0072
Si, 6.6098, 8.5162, 4.0247, 0.1825, -0.0641, -0.1388
Si, 10.2926, 10.4446, 5.5924, -0.073, 0.1478, -0.0341
Si, 10.2855, 2.7897, 5.5991, 0.0313, 0.0169, -0.0869
Si, 10.2671, 6.5204, 5.5986, -0.0559, -0.082, -0.1084
Si, 2.5195, 10.5261, 5.533, 0.0283, -0.075, 0.0572
Si, 2.6431, 2.7856, 5.3292, 0.0352, 0.0537, -0.0141
Si, 2.5996, 6.6171, 5.3924, 0.042, 0.0011, 0.0906
Si, 6.6236, 10.3715, 5.475, -0.0443, 0.013, 0.1126
Si, 6.4879, 2.7351, 5.2722, 0.0006, -0.0789, -0.0597
Si, 6.5748, 6.5326, 5.324, 0.0036, -0.0569, 0.0891
Si, 0.6424, 10.5697, 6.9513, -0.0522, -0.2325, 0.0807
Si, 0.7303, 2.8868, 6.853, -0.0556, -0.0135, -0.0202
Si, 0.7415, 6.6446, 6.8045, 0.002, 0.1396, -0.0253
Si, 4.5806, 10.428, 6.687, 0.0728, -0.0175, -0.0019
Si, 4.5865, 2.7278, 6.6564, -0.0169, 0.0341, 0.0819
Si, 4.6108, 6.6261, 6.6234, -0.1107, -0.0265, 0.0088
Si, 8.4139, 10.3645, 6.9681, -0.0397, -0.0602, 0.1119
Si, 8.3244, 2.7117, 6.9137, 0.1367, -0.094, -0.0268
Si, 8.3573, 6.3896, 6.9471, 0.0213, 0.1844, 0.0457
Si, 0.6554, 1.0138, 8.2617, -0.0158, 0.077, -0.0438
Si, 0.8484, 4.8257, 8.2456, -0.0224, 0.0052, 0.3616
Si, 0.6229, 8.5518, 8.1733, 0.0156, 0.1669, -0.0448
Si, 4.5135, 0.7857, 8.0484, 0.0222, 0.0068, -0.0837
Si, 4.7128, 4.7014, 7.9222, -0.2444, -0.0524, 0.1963
Si, 4.5715, 8.5179, 8.0433, 0.0663, -0.0667, 0.0174
Si, 8.315, 0.7785, 8.2764, 0.0087, -0.1447, 0.1581
Si, 8.2706, 4.5056, 8.5031, -0.1558, 0.0511, 0.4952
Si, 8.4464, 8.3417, 8.2061, 0.0616, -0.1579, -0.0636
Si, 10.2869, 0.6017, 9.6192, 0.2368, -0.0315, -0.066
Si, 11.1627, 5.718, 10.1292, -0.0553, -0.0375, -0.0008
Si, 10.347, 7.9484, 9.5823, -0.1877, -0.1253, -0.1005
Si, 2.6352, 0.7995, 9.5061, -0.0943, -0.0135, 0.0897
Si, 2.9085, 4.6732, 9.3263, 0.0903, -0.1174, -0.5155
Si, 2.6086, 8.5629, 9.3647, -0.0011, -0.0481, -0.2106
Si, 6.3104, 12.3815, 9.5396, -0.0365, 0.1318, 0.1322
Si, 6.2552, 4.6738, 9.6828, -0.1744, -0.0149, -0.2403
Si, 6.486, 8.4245, 9.4388, -0.2377, 0.0288, 0.0012
Si, 11.6702, 10.1683, 11.4753, -0.8671, 0.2376, -0.1575
Si, 9.8207, 0.717, 11.9411, 0.3657, -0.1675, 0.2876
Si, 9.2986, 4.6027, 10.8404, 0.499, -0.2008, -0.1406
Si, 2.4788, 10.3627, 10.8879, 0.1634, -0.0095, -0.2341
Si, 3.2041, 2.7561, 10.6706, 0.1513, 0.0583, 0.1863
Si, 4.4699, 7.4846, 12.113, 0.0644, -0.8311, 0.3168
Si, 4.4926, 9.8456, 12.0473, 0.0481, 0.7168, 0.4725
Si, 6.3676, 10.3692, 10.7151, -0.0461, -0.0305, -0.133
Si, 7.562, 5.0091, 14.5806, -0.0238, 0.2917, 0.2247
Si, 9.7407, 8.5887, 11.8249, 0.412, -0.1701, -0.3205
Si, 1.705, 3.3896, 12.3948, 0.221, -0.3254, -0.2602
Si, 10.2526, 2.9645, 12.437, 0.0708, 0.178, 0.2153
Si, 8.2185, 10.4913, 12.1841, -0.5526, 0.0819, 0.3749
Si, 5.9033, 2.8116, 13.2479, -0.0515, 0.0748, -0.5216
Si, 2.9312, 6.632, 10.5764, 0.2016, 0.0812, 0.2195
Si, 8.5271, 6.4899, 12.0919, -0.0457, 0.1186, 0.4615
Si, 5.6159, 2.7122, 10.8845, -0.0219, -0.0847, 0.0813
Si, 6.4039, 6.6679, 11.0257, -0.0029, 0.2217, -0.0654
Si, 5.4783, 9.6475, 16.5501, -0.0471, -0.1207, 0.3464
Si, 11.1796, 2.7739, 24.2963, -0.2673, -0.2079, -0.2879
Si, 12.1475, 0.5637, 19.5269, 0.0066, -0.252, -0.1392
Si, 10.1858, 1.8201, 17.7618, -0.0876, -0.0553, 0.0018
Si, 6.0703, 11.3109, 14.2198, -0.0388, -0.1513, 0.2542
Si, 9.3654, -0.0831, 19.7106, -0.0077, -0.0882, -0.1019
Si, 12.8698, 7.3929, 22.22, 0.1392, 0.0218, -0.4476
Si, 6.2002, 4.0307, 22.4708, -0.0754, 0.1854, -0.435
Si, 6.1549, 3.8254, 19.6293, 0.1314, 0.0365, -0.1464
Si, 5.9883, 6.8762, 16.3652, 0.0063, 0.1138, 0.2917
Si, 8.3749, 9.0863, 23.5643, -0.5294, 0.3682, -0.5423
Si, 8.039, 6.1905, 18.7263, 0.0423, -0.0671, -0.0265
Si, 3.4958, 0.5152, 19.4897, 0.1531, -0.2922, -0.1646
Si, 6.2577, 1.5565, 23.6497, 0.0022, 0.0557, -0.2918
Si, 2.1299, 2.2659, 21.4309, -0.0361, 0.0858, -0.4208
Si, 2.729, 7.4902, 19.5607, 0.0614, 0.1198, -0.1215
Si, 2.5412, 6.548, 14.3332, -0.0838, 0.3103, 0.1705
Si, 5.1855, -2.0772, 19.5769, -0.066, -0.0925, 0.1036
Si, 1.288, 5.7078, 11.8824, -0.0771, 0.4587, 0.4163
Si, 8.67, 7.0738, 24.738, 0.4034, -0.3195, -0.3291
Si, 9.9959, 3.6359, 15.5568, 0.1914, -0.0241, 0.1979
Si, 10.6429, 4.6643, 18.1153, 0.0249, 0.2169, 0.1898
Si, 3.1796, 7.9526, 16.7624, -0.1377, 0.1098, 0.3158
Si, 1.915, 4.5494, 19.5245, 0.0343, 0.1644, -0.1868
Si, 3.3054, 3.6304, 14.7709, -0.0504, -0.278, 0.283
Si, 3.8649, 2.8927, 17.7755, 0.0061, -0.0516, 0.2349
Si, 7.8828, 8.8029, 20.5347, -0.2882, -0.0155, -0.1435
O, 6.7287, 10.0135, -1.0511, 0.0372, -0.1028, -0.1172
O, 8.9808, 10.8108, -0.0293, -0.1152, -0.2125, 0.0662
O, 10.8789, 3.9041, 23.117, 0.0565, -0.0884, 0.3323
O, 8.5773, 2.3224, -0.1371, -0.2178, 0.0742, 0.2149
O, 2.3508, 4.154, 0.4174, 0.2912, -0.1525, -0.1478
O, 8.8748, 8.4701, -1.2367, -0.2017, -0.2578, -0.0641
O, 3.9598, 2.2411, 1.1533, -0.083, 0.3116, -0.1473
O, 10.9319, -0.9414, 9.9677, 0.2293, 0.0214, 0.7884
O, 11.1995, 11.4017, 12.4783, -0.2642, 0.3022, -0.419
O, 3.9567, 6.9086, 13.5926, -0.2218, 0.1886, -0.1415
O, 8.328, 6.1472, 13.7112, -0.0249, -0.3058, -0.2363
O, 12.6157, 8.6433, 23.2189, -0.0834, -0.001, 0.4394
O, 1.4727, 5.1658, -3.3121, -0.0057, 0.1861, 0.3293
O, 2.5121, 6.4853, 22.9058, -0.3565, -0.141, 0.3221
O, 6.5559, 3.5651, -1.175, -0.0579, -0.1763, 0.1811
O, 2.2091, 7.9045, 18.0722, 0.385, -0.0669, -0.048
O, 4.0067, 1.3155, 18.1688, -0.1454, 0.1864, 0.1951
O, 1.7472, 7.9722, 20.7609, -0.0066, -0.2767, 0.2855
O, 2.0277, -0.1627, 19.2284, 0.0115, 0.4064, 0.1832
O, 2.1221, 6.4904, -1.0418, -0.0071, 0.1517, 0.1481
O, 8.5019, 6.2534, -2.5567, -0.0315, 0.2727, 0.3657
O, 5.4852, 4.3833, 21.0313, 0.2175, -0.2234, 0.1886
O, 3.5658, 5.3321, -4.7883, -0.1399, -0.0858, 0.0207
O, 5.1417, 5.6255, -1.7574, 0.0595, 0.1623, 0.0922
O, 1.9689, 3.8373, 20.9914, 0.0477, -0.3329, 0.1193
O, 5.9178, 11.0123, 15.8211, 0.011, 0.0288, -0.5327
O, 1.3801, 6.5619, -5.6992, 0.034, 0.1351, 0.3245
O, 7.3756, 4.8351, 19.303, -0.1366, 0.038, -0.0087
O, 2.7843, 5.1253, 15.0677, 0.0429, -0.0428, -0.2581
O, 7.4661, 10.6511, 13.6859, 0.0272, -0.0198, -0.3221
O, 5.9068, -1.941, 18.1219, -0.1534, -0.0291, -0.2032
O, 3.7371, 2.9367, 16.1668, -0.0781, 0.2039, -0.2427
O, 8.5456, 4.37, 15.7062, -0.0154, 0.0012, -0.2503
O, 4.7545, 10.6594, 13.4903, 0.2806, -0.199, -0.209
O, 4.5801, 3.5966, 13.7735, 0.2216, -0.0627, 0.1784
O, 2.8405, 5.8772, 19.6176, -0.2024, -0.0718, 0.0577
O, 9.5714, 5.8635, 18.3022, -0.0634, -0.2197, -0.011
O, 2.1107, 2.8855, 13.9273, 0.0035, 0.4218, -0.1431
O, 4.4311, 6.8674, 16.9074, 0.0745, 0.1447, -0.29
O, 11.7027, 1.3435, 18.1556, -0.2632, 0.0406, 0.2144
O, 2.234, 7.6282, 15.4993, 0.2874, -0.2312, -0.256
O, 5.1329, 3.7465, 18.3648, -0.1563, -0.1822, 0.1046
O, 1.2486, 6.5635, 13.3365, 0.2325, -0.2465, -0.068
O, 2.5126, 3.5217, 18.4184, 0.1484, -0.0172, 0.088
O, 9.1766, 0.6366, 18.246, 0.3091, 0.15, 0.2064
O, 9.9401, 3.2441, 18.5465, 0.1836, -0.116, -0.3038
O, 10.39, 3.5719, 13.9874, -0.1898, -0.079, -0.5482
O, 2.3197, 7.61, -3.5616, -0.3617, -0.055, 0.1467
O, 6.194, 8.3896, 15.7735, -0.2703, -0.0186, 0.1172
O, 3.8506, 9.4295, 16.5627, 0.2859, -0.2694, -0.0773
O, 0.2728, 2.7171, 11.963, 0.0095, 0.1093, 0.2171
O, 8.3912, 8.5787, 22.0354, 0.0879, 0.1861, 0.1414
O, 9.9781, 2.1096, 16.169, 0.0464, 0.4054, 0.1331
O, 12.3444, 1.5407, 20.8097, 0.256, 0.0481, 0.0557
O, 7.1689, 3.7815, 13.5937, -0.2648, -0.0235, 0.095
O, 6.093, 1.3794, 13.9876, -0.0263, -0.1009, -0.0299
O, 4.1712, -3.3341, 19.7108, -0.0723, 0.1095, -0.1329
O, 8.1304, 7.4066, 19.7769, -0.055, 0.1201, 0.0079
O, 0.9675, 9.557, -2.0789, 0.4081, -0.1946, 0.7245
O, 3.4233, 1.5944, 20.6992, -0.25, 0.0809, 0.0807
O, 10.9425, -0.4531, 19.9152, -0.0972, 0.3777, -0.0837
O, 6.2642, 5.6987, 15.2863, 0.2062, -0.1039, -0.1435
O, 4.0928, 3.073, -2.0357, 0.0562, -0.1239, 0.2167
O, 8.579, 10.0606, 19.7795, 0.0065, 0.0273, 0.2279
O, 5.5357, 0.3766, 24.499, 0.493, -0.0168, 0.032
O, 4.4847, -0.6704, 19.9174, -0.0856, 0.0252, -0.1514
O, 1.5844, 2.3714, -1.456, 0.2435, 0.3741, 0.0734
O, 5.3324, 2.8373, 23.212, 0.1997, -0.0904, 0.096
O, 11.5643, 6.3996, 22.0513, 0.0043, -0.1005, 0.5874
O, 6.3136, -2.3795, 20.6709, 0.2713, 0.0007, -0.1408
O, 6.1744, 1.2375, 0.0847, -0.4623, -0.1526, 0.0584
O, 4.2037, 10.3486, -1.8254, 0.1282, -0.0646, -0.0577
O, 7.0864, 6.6899, 17.5284, -0.1169, -0.0441, -0.17
O, 11.017, 4.5065, 16.5145, -0.307, -0.2673, -0.0471
O, 11.9569, 4.9594, 19.0239, 0.058, -0.2382, -0.0562
O, 10.5361, 3.2037, 25.7276, -0.1829, -0.1219, -0.034

Results
free energy: -49056.382 eV
free energy less fixed offsets of O -463.61, Si -117.95 eV per atom: -21.872 eV
pressure: -1.45 GPa
stress xx, yy, zz, yz, xz, xy (GPa, positive in tension): 1.08, 1.74, 1.54, -0.18, 0.07, 0.09
